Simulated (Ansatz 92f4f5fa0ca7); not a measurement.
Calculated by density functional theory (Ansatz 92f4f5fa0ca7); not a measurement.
Periodic cell of 189 atoms, Si117O72, from a study of silicon, its oxide and their interface. The atomic structure is a simulated model.
This geometry differs little from another in the collection (a relaxation step or a small displacement).

Settings
functional: PBE
potential files: Ansatz PAW
basis: plane waves
wave-function cutoff: 700 eV
density cutoff ratio: 5
exchange-correlation grid ratio: 2
k mesh: 2 x 2 x 1, shifted by 0.5 0.5 0.5 of a step
self-consistency stop: 5e-08 eV per atom in the density residual
occupations: Fermi-Dirac, 0.05 eV
spin: none
net charge: 0

Cell vectors (angstrom)
a  11.5983  0  0
b  0  11.5983  0
c  -0.2333  -1.6879  25.0444

Atoms: element, x, y, z (angstrom)
Si  12.502  5.9044  0.0821
Si  12.2183  -1.7413  0.0757
Si  12.2418  2.7028  0.2856
Si  4.5728  6.3792  0.7238
Si  4.5591  -2.1937  0.1143
Si  4.7126  3.2724  -0.1039
Si  8.5044  6.567  0.2563
Si  8.196  -1.1077  0.0379
Si  8.6113  2.1072  0.1776
Si  2.5643  6.2515  1.7886
Si  2.6144  -1.5418  1.3436
Si  2.7737  2.4451  1.2936
Si  6.6404  6.5042  1.7277
Si  6.3913  -1.4932  1.537
Si  6.55  2.6432  1.3347
Si  10.4711  6.1691  1.4923
Si  10.2717  -1.3927  1.4125
Si  10.4048  2.3771  1.7053
Si  2.5736  8.2736  2.9163
Si  2.6982  0.4595  2.6908
Si  2.6569  4.2441  2.9344
Si  6.5369  8.3511  3.0607
Si  6.4126  0.5813  2.7439
Si  6.6007  4.45  2.9049
Si  10.3605  8.2116  2.8095
Si  10.372  0.4216  2.9483
Si  10.3842  4.3465  2.9889
Si  12.2483  8.2494  4.2516
Si  12.3822  0.4323  4.1987
Si  12.3314  4.3343  4.3239
Si  4.5294  8.2582  4.2722
Si  4.5359  0.4866  4.2036
Si  4.6203  4.3865  4.2632
Si  8.5101  8.2582  4.2956
Si  8.3706  0.4782  4.2315
Si  8.4649  4.3969  4.3529
Si  12.3215  6.3375  5.64
Si  12.3127  -1.4658  5.6462
Si  12.3317  2.3623  5.5902
Si  4.5651  6.3479  5.6449
Si  4.5436  -1.4465  5.6416
Si  4.5609  2.4238  5.5754
Si  8.4684  6.3635  5.6909
Si  8.4393  -1.4446  5.6655
Si  8.4452  2.4038  5.6144
Si  2.6417  6.3764  7.0349
Si  2.6275  -1.5006  7.0392
Si  2.6445  2.435  6.9598
Si  6.502  6.3878  7.0176
Si  6.4803  -1.499  7.0138
Si  6.4853  2.4037  6.9303
Si  10.4149  6.3681  7.0443
Si  10.3875  -1.487  7.0317
Si  10.4063  2.3876  6.9477
Si  2.637  8.232  8.5737
Si  2.6047  0.4854  8.2798
Si  2.6658  4.4023  8.2985
Si  6.482  8.2441  8.5395
Si  6.4616  0.4687  8.2747
Si  6.4954  4.3753  8.2146
Si  10.4079  8.2379  8.5581
Si  10.3601  0.4663  8.3062
Si  10.4704  4.36  8.246
Si  12.3242  8.2188  10.0626
Si  12.2871  0.4585  9.6479
Si  12.3621  4.4515  9.6871
Si  4.5677  8.2535  10.0242
Si  4.5237  0.4773  9.6135
Si  4.6136  4.4675  9.6283
Si  8.4375  8.2143  9.9327
Si  8.3966  0.4219  9.607
Si  8.476  4.3068  9.4496
Si  12.4552  6.1395  11.4254
Si  12.2451  -1.2403  11.2925
Si  12.3069  2.4439  10.8337
Si  4.6802  6.1598  11.3213
Si  4.448  -1.2144  11.2504
Si  4.5866  2.4765  10.7733
Si  8.5356  6.0184  10.9756
Si  8.3424  -1.2846  11.2318
Si  8.4595  2.408  10.7625
Si  2.9022  5.5151  12.808
Si  2.5325  -0.5615  12.6214
Si  2.6715  2.4848  12.0617
Si  6.7406  5.5396  12.4419
Si  6.3615  -0.5915  12.4657
Si  6.5299  2.4885  12.034
Si  10.3657  5.458  12.3854
Si  10.2519  -0.7185  12.5399
Si  10.3571  2.3771  12.1029
Si  4.5857  2.4153  22.1277
Si  -1.3234  0.1556  22.9676
Si  4.9259  5.5383  18.4414
Si  6.5186  -1.033  15.4303
Si  11.8466  8.9918  19.3818
Si  9.4528  4.7134  21.4416
Si  4.4712  2.7479  19.1992
Si  2.6349  8.3152  17.5841
Si  9.6144  4.9222  16.8657
Si  4.6376  12.1319  17.0106
Si  10.9077  2.2035  20.8881
Si  1.7011  3.8498  22.2094
Si  2.3082  4.7772  19.5211
Si  8.6166  6.5321  14.6019
Si  0.8562  4.3375  16.951
Si  -2.0095  6.807  19.3165
Si  10.7094  2.25  17.7528
Si  3.2128  5.7949  15.9378
Si  5.3429  -2.142  17.9181
Si  10.2223  6.3979  23.6561
Si  -0.4657  10.9845  17.1575
Si  6.827  4.6259  22.7594
Si  6.1219  -3.9473  22.9062
Si  9.3351  9.5273  15.247
Si  2.1909  10.8875  15.708
Si  -0.4931  -2.6116  22.4437
Si  6.7116  7.7562  19.8315
O  4.6226  4.9443  -0.1463
O  4.9554  2.9363  -1.7562
O  3.491  5.8599  19.1948
O  11.5526  6.5944  24.6183
O  2.6364  1.0844  12.9725
O  8.857  6.3241  24.5926
O  1.061  4.9095  18.4822
O  7.8567  4.9896  21.5305
O  2.9175  3.2669  19.3063
O  6.0324  7.8835  21.2973
O  3.0983  3.0429  22.3021
O  0.6031  -2.6306  23.6625
O  7.671  -1.5297  -1.4973
O  5.7153  3.5788  22.2594
O  9.1564  6.0121  17.9783
O  4.2812  7.7789  -0.1613
O  7.9087  5.673  -1.0325
O  3.3647  6.0741  14.3342
O  9.6016  3.1546  21.0633
O  10.3507  3.8407  12.964
O  2.7511  3.8565  13.0222
O  6.0619  -1.3707  13.9077
O  8.21  0.5382  -0.0669
O  2.3512  -1.1829  14.1576
O  6.596  3.918  12.9474
O  11.1906  2.1275  19.3009
O  0.4459  2.7505  16.9393
O  2.2201  4.4931  16.0925
O  2.3922  7.015  16.6498
O  10.2918  0.9311  13.0137
O  12.1732  2.7817  21.7094
O  4.6632  1.9092  17.8341
O  -1.5851  -1.4306  22.6966
O  8.7436  8.0089  15.2881
O  5.9323  11.987  16.0147
O  6.1714  6.0428  23.2043
O  4.7851  1.8928  20.5659
O  7.2054  6.4479  13.7686
O  1.3219  4.5632  23.6172
O  0.7111  11.4292  16.1155
O  9.9582  6.4143  13.6733
O  8.6123  5.2451  15.6307
O  10.1461  9.8917  13.8777
O  4.7685  -3.3426  23.63
O  5.9584  -2.2324  16.4044
O  4.174  -3.254  18.1106
O  6.0985  6.5436  18.9227
O  6.5035  1.0458  12.9126
O  9.5303  3.3774  17.4687
O  -1.4391  5.6827  20.3452
O  11.1672  5.1746  16.3779
O  5.4237  4.0634  18.9685
O  8.1364  10.6118  15.4586
O  8.3092  -4.0471  19.9696
O  4.7151  10.9413  18.1348
O  6.4743  -2.4304  19.0433
O  -1.3673  12.3511  17.3194
O  -0.9047  -3.6684  18.9671
O  3.2811  12.0294  16.1181
O  4.6086  5.5614  16.8099
O  1.807  5.0147  21.0498
O  10.517  0.7527  21.4705
O  11.8515  9.1645  21.0032
O  10.2322  4.98  22.8564
O  0.0368  0.2741  23.8805
O  9.2351  2.5646  -1.3256
O  13.2681  8.3646  18.8912
O  -1.3557  -4.0013  22.5558
O  0.0353  10.4337  18.6243
O  10.3088  9.731  16.537
O  2.4135  9.5874  16.635
O  12.2272  4.2928  -0.1028

Results
free energy: -115334.941 eV
free energy less fixed offsets of O -569.03, Si -635.61 eV per atom: 1.589 eV
pressure: -0.05 GPa
stress xx, yy, zz, yz, xz, xy (GPa, positive in tension): -0.72, 0.36, 0.52, -0.02, -0.05, 0.55

Forces (eV/angstrom), in the order of the atoms: element, x, y, z
Si  0.3707  -0.0252  0.2573
Si  -0.0072  0.1622  -0.0367
Si  -0.1275  -0.0992  -0.4228
Si  -0.2604  -0.0189  -0.6188
Si  -0.0479  0.0996  -0.2809
Si  0.1057  0.1566  -0.1548
Si  0.0382  -0.1112  -0.1867
Si  -0.2037  0.0967  0.2881
Si  0.1042  0.0685  -0.1424
Si  -0.306  -0.0771  -0.3374
Si  0.0746  -0.0532  -0.2051
Si  -0.0186  0.1233  -0.1461
Si  0.1857  -0.1439  -0.1094
Si  0.054  -0.0813  -0.2664
Si  0.1705  -0.051  -0.1269
Si  0.1094  0.1825  -0.262
Si  -0.1637  -0.0713  -0.274
Si  -0.0763  0.0805  -0.0744
Si  0.0161  0.0662  0.2037
Si  -0.1078  -0.0194  -0.0839
Si  -0.0884  -0.0518  0.1432
Si  0.0377  0.154  0.267
Si  0.1112  0.0438  0.0293
Si  0.0117  -0.0342  0.0623
Si  -0.035  0.0512  -0.3421
Si  -0.0485  -0.1852  0.0066
Si  0.0485  0.0257  -0.0558
Si  0.0598  0.0789  -0.0716
Si  -0.0137  0.0501  -0.0797
Si  0.0277  -0.0791  -0.0539
Si  -0.074  0.0233  -0.0099
Si  0.0883  0.03  -0.0712
Si  -0.0602  -0.0016  -0.0729
Si  -0.0324  0.0019  0.0084
Si  0.0144  -0.0162  -0.2116
Si  -0.0331  0.0047  -0.0412
Si  0.0352  0.0233  -0.0458
Si  0.0009  -0.0698  -0.0042
Si  -0.0735  0.0222  -0.0298
Si  -0.0004  0.0094  -0.0247
Si  0.0236  -0.019  -0.0129
Si  0.0308  -0.0451  -0.0882
Si  -0.0134  0.0455  0.0052
Si  0.0085  -0.0336  0.0432
Si  -0.0149  0.0634  -0.0169
Si  -0.0069  -0.0067  0.0353
Si  0.0268  0.037  0.0563
Si  0.0101  0.0482  0.0037
Si  -0.009  -0.0231  -0.0247
Si  0.0264  0.0012  -0.0314
Si  -0.0756  -0.0434  -0.0706
Si  -0.0468  -0.0615  -0.0062
Si  0.0148  0.1611  0.0221
Si  0.0714  -0.1003  -0.0862
Si  0.0283  -0.01  0.0524
Si  -0.0071  -0.0808  0.0188
Si  -0.0528  0.0694  0.0224
Si  -0.0079  -0.0091  0.05
Si  0.0753  -0.0807  0.0632
Si  -0.0065  0.0624  0.0068
Si  0.0114  -0.011  0.0138
Si  -0.0136  -0.0911  0.0744
Si  -0.0128  0.168  0.0178
Si  0.0172  0.0808  0.143
Si  0.0043  -0.0614  -0.2428
Si  0.0145  0.1197  -0.1102
Si  -0.0164  0.0006  0.1183
Si  -0.0363  -0.1164  -0.2868
Si  -0.0173  0.1689  -0.227
Si  0.0078  0.0699  0.1135
Si  -0.0101  -0.1866  -0.3084
Si  0.0122  0.0448  -0.3647
Si  -0.0688  -0.1308  0.1459
Si  0.0125  0.0075  0.1334
Si  -0.0017  -0.0254  0.1772
Si  0.1403  -0.0127  0.1263
Si  -0.0636  0.0215  0.0771
Si  0.0207  -0.0504  0.1504
Si  -0.0526  0.0268  0.0235
Si  -0.043  0.0549  0.1054
Si  -0.016  0.0611  0.1745
Si  0.114  -0.2168  0.1822
Si  -0.0821  0.1191  0.4103
Si  -0.0648  0.0319  0.6016
Si  0.081  -0.1541  0.3055
Si  0.053  0.1915  0.3832
Si  0.0436  0.0224  0.7155
Si  -0.0465  -0.2631  0.4095
Si  -0.0239  0.2512  0.3195
Si  0.0343  -0.0398  0.6858
Si  -0.129  0.1635  -0.3598
Si  0.0745  0.097  -0.2645
Si  -0.0721  0.0458  0.0785
Si  0.007  0.0649  0.5412
Si  -0.0228  -0.0449  -0.2772
Si  0.1065  -0.21  -0.583
Si  -0.0563  0.0295  -0.148
Si  0.0155  -0.0057  0.2454
Si  0.1865  -0.1522  0.3648
Si  -0.0039  -0.0936  0.1409
Si  -0.0258  0.26  -0.3596
Si  -0.2524  -0.024  -0.3991
Si  -0.0602  -0.0082  -0.1106
Si  -0.0335  -0.188  0.251
Si  -0.0702  -0.0758  0.1888
Si  0.0289  -0.044  -0.144
Si  -0.0455  0.0134  0.0078
Si  -0.17  -0.1512  0.648
Si  -0.0077  0.0398  0.1389
Si  -0.0212  -0.0959  -0.094
Si  -0.0541  0.1622  0.2332
Si  0.0859  0.0342  -0.4246
Si  -0.0571  0.1082  -0.3094
Si  -0.0093  0.1624  0.4096
Si  -0.007  0.0768  0.5264
Si  -0.0218  0.1747  -0.3623
Si  0.1054  -0.0272  -0.2873
O  0.04  -0.3098  0.03
O  -0.0803  0.0294  0.6361
O  0.0895  -0.1068  0.009
O  0.0439  0.113  0.0326
O  0.0413  -0.3475  -0.3733
O  -0.1188  -0.1119  0.0623
O  0.0782  -0.0132  0.0303
O  -0.2515  0.0195  0.3286
O  0.0824  -0.0023  0.0571
O  -0.0283  -0.0142  0.404
O  0.1282  0.0243  0.1074
O  0.0741  -0.1034  0.4247
O  0.2694  0.0447  0.2937
O  0.0553  0.0446  0.209
O  0.0309  -0.0521  -0.0998
O  0.2806  -0.0068  0.4224
O  0.1591  0.0788  0.3223
O  -0.1072  -0.0569  -0.6286
O  0.0197  0.1039  0.1735
O  0.0225  0.3071  -0.5682
O  -0.0205  0.3199  -0.2605
O  0.0499  0.1534  -0.3542
O  0.0621  -0.0718  0.0501
O  0.0767  0.0367  -0.506
O  -0.0317  0.2146  -0.5414
O  0.0092  0.0144  0.1173
O  -0.0112  0.1389  0.0171
O  0.166  0.0737  -0.1566
O  0.0163  -0.0531  -0.2043
O  0.0407  -0.2287  -0.5905
O  0.0905  0.0109  0.1401
O  0.0062  -0.0412  -0.011
O  0.0397  -0.0848  0.0987
O  -0.0357  -0.0633  -0.0666
O  0.0487  -0.1572  -0.1877
O  -0.0205  -0.0458  0.0332
O  -0.0136  0.0182  0.3047
O  -0.1931  -0.1975  -0.1573
O  -0.1314  -0.0063  0.4617
O  0.0865  -0.054  -0.1922
O  0.162  -0.1308  -0.1289
O  -0.1112  0.3159  -0.3511
O  0.1547  0.2119  -0.2713
O  -0.0941  -0.093  0.3449
O  0.0345  0.0612  -0.1778
O  -0.0017  0.0013  -0.0972
O  -0.0229  0.0343  0.0334
O  -0.0395  -0.3376  -0.4498
O  0.0269  0.1131  -0.097
O  -0.0777  -0.0807  0.2061
O  -0.0237  -0.0073  -0.0676
O  -0.0832  0.0385  -0.0007
O  0.0119  -0.0097  -0.1419
O  -0.0773  0.058  0.0939
O  -0.0108  0.0366  -0.0497
O  -0.0396  -0.0728  -0.0335
O  0.0753  -0.1757  -0.0775
O  -0.0045  -0.0008  0.0686
O  -0.0431  -0.0572  -0.1492
O  -0.0917  0.0374  -0.3105
O  0.0248  -0.1343  0.2392
O  -0.0496  -0.1909  0.4167
O  -0.09  -0.0048  0.3655
O  0.1449  0.1588  0.2655
O  0.1572  0.0673  0.3714
O  -0.2359  -0.0443  0.3716
O  0.0056  0.0077  -0.0689
O  -0.1801  -0.0551  0.1512
O  0.0156  0.0197  0.0083
O  -0.1344  -0.0892  -0.3371
O  0.0081  0.083  -0.1919
O  0.0769  -0.1101  0.0133

The program warned: the cutoff lies below the one the program advises for these potential files.
